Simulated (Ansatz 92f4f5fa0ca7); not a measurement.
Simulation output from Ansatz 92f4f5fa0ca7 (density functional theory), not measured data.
Periodic cell of 226 atoms, Si134O92, from a study of silicon, its oxide and their interface. The atomic structure is a simulated model.
Doubt: the cutoff is low for norm-conserving oxygen, so forces and energies are approximate.
Doubt: the program's own warning below bears on the result.
This geometry differs little from another in the collection (a relaxation step or a small displacement).

Settings
functional: HSE06
potential files: SPMS norm-conserving
basis: plane waves
wave-function cutoff: 800 eV
density cutoff ratio: 4
exchange-correlation grid ratio: 1
k mesh: 1 x 1 x 1, Gamma-centred
occupations: fixed
spin: none
net charge: 0

Cell vectors (angstrom)
a 10.938 0 0
b 0 10.938 0
c 0 0 32.3861

Atoms: element, x, y, z (angstrom)
Si 0.2677 -0.1556 24.7451
Si 5.1902 0.2031 25.1325
Si 3.1317 2.5493 24.7965
Si 7.9516 3.0402 25.0462
Si -0.3841 5.6892 24.8824
Si 5.7905 5.3018 25.0061
Si 2.4769 8.4988 24.8545
Si 8.4077 7.99 24.9308
Si 1.4053 1.4415 26.0887
Si 6.826 1.3955 26.3034
Si 4.143 4.1322 26.2256
Si 9.5315 4.1608 26.3387
Si 1.3178 6.8466 26.115
Si 6.8731 6.8831 26.3276
Si 3.9775 9.5867 26.3395
Si 9.6187 9.6224 26.1438
Si 2.6574 0.0694 27.6247
Si 8.2282 -0.0029 27.5792
Si 0.0158 2.7356 27.5638
Si 5.4537 2.7535 27.6447
Si 2.7083 5.4947 27.5409
Si 8.1889 5.5033 27.6924
Si -0.0054 8.213 27.5678
Si 5.432 8.2293 27.6195
Si 4.1018 1.3673 28.9678
Si 9.5708 1.3673 28.9678
Si 1.3673 4.1018 28.9678
Si 6.8362 4.1018 28.9678
Si 4.1018 6.8362 28.9678
Si 9.5708 6.8362 28.9678
Si 1.3673 9.5708 28.9678
Si 6.8362 9.5708 28.9678
Si 0 0 30.3351
Si 5.469 0 30.3351
Si 2.7345 2.7345 30.3351
Si 8.2035 2.7345 30.3351
Si 0 5.469 30.3351
Si 5.469 5.469 30.3351
Si 2.7345 8.2035 30.3351
Si 8.2035 8.2035 30.3351
Si 1.3673 1.3673 31.7023
Si 6.8362 1.3673 31.7023
Si 4.1018 4.1018 31.7023
Si 9.5708 4.1018 31.7023
Si 1.3673 6.8362 31.7023
Si 6.8362 6.8362 31.7023
Si 4.1018 9.5708 31.7023
Si 9.5708 9.5708 31.7023
Si 2.7345 0 0.6835
Si 8.2035 0 0.6835
Si 0 2.7345 0.6835
Si 5.469 2.7345 0.6835
Si 2.7345 5.469 0.6835
Si 8.2035 5.469 0.6835
Si 0 8.2035 0.6835
Si 5.469 8.2035 0.6835
Si 4.1018 1.3673 2.0507
Si 9.5708 1.3673 2.0507
Si 1.3673 4.1018 2.0507
Si 6.8362 4.1018 2.0507
Si 4.1018 6.8362 2.0507
Si 9.5708 6.8362 2.0507
Si 1.3673 9.5708 2.0507
Si 6.8362 9.5708 2.0507
Si 0 0 3.418
Si 5.469 0 3.418
Si 2.7345 2.7345 3.418
Si 8.2035 2.7345 3.418
Si 0 5.469 3.418
Si 5.469 5.469 3.418
Si 2.7345 8.2035 3.418
Si 8.2035 8.2035 3.418
Si 1.3425 1.4058 4.7295
Si 6.8731 1.3206 4.8628
Si 4.1483 4.0354 4.7623
Si 9.5848 4.0647 4.8528
Si 1.3884 6.8 4.7444
Si 6.8877 6.7827 4.79
Si 4.1425 9.545 4.764
Si 9.5366 9.5854 4.7595
Si 2.787 0.0767 5.9761
Si 8.1597 -0.1297 6.3022
Si -0.0218 2.6416 6.2416
Si 5.5151 2.7052 6.2326
Si 2.7145 5.3628 6.0658
Si 8.263 5.4455 6.2638
Si 0.0322 8.2212 6.0054
Si 5.4555 8.1057 6.1242
Si 3.8582 1.5389 7.4739
Si 9.8991 0.8882 7.5424
Si 1.6457 3.7998 7.4617
Si 6.5865 4.3551 7.5756
Si 4.265 6.493 7.3712
Si 9.4978 7.1249 7.434
Si 1.2794 9.7997 7.1958
Si 7.0073 9.0686 7.5987
O 5.4134 5.4484 7.8683
O 0.154 -0.1759 7.8752
O 2.77 2.688 7.852
O 8.2818 8.1017 7.9007
O -4.5422 9.6355 21.504
O 6.8616 4.1508 24.5262
O 5.7744 10.2508 23.9175
O -0.0492 4.8968 23.49
O 6.2609 9.135 9.0485
O 1.2503 4.4562 8.8982
O 2.2571 9.2248 8.3449
O 7.063 3.8589 9.0566
O 10.3934 6.818 8.7611
O 4.2559 0.832 8.8941
O 3.5268 6.9855 8.7255
O 9.367 1.2362 9.0362
O 4.1966 1.3427 24.5253
O 8.7471 2.4587 23.7574
O 9.4785 6.8486 24.4727
O 3.2769 7.8523 23.5829
O 7.7021 8.5139 23.5567
O 1.2988 4.0756 21.4196
O -2.2798 8.8918 15.3854
O 9.9082 -0.0421 19.027
Si 11.4949 13.2678 12.4336
Si 2.8032 8.2193 9.456
Si 5.4374 8.7013 20.6264
Si -1.7675 1.2176 22.8233
Si 7.1198 11.6461 16.0239
Si 2.6841 3.935 16.6569
Si 11.002 9.7317 18.8131
Si 2.8177 4.0294 21.9509
Si 9.0032 7.5871 16.2639
Si 11.1787 4.1272 14.9289
Si 4.1487 -4.1715 22.7571
Si 10.9811 7.0967 10.2397
Si 5.5064 -1.6941 10.4764
Si 6.7707 3.2716 10.5373
Si 3.0358 0.6732 13.0168
Si 0.6674 18.1998 20.2125
Si 13.5262 6.339 18.3061
Si 3.9315 14.8864 19.2142
Si 11.3483 10.7219 16.155
Si 9.4137 -2.7817 12.5165
Si 5.6573 -2.0239 15.7521
Si 2.7011 -1.5144 14.9121
Si 6.8905 -3.5079 18.1387
Si 9.0797 3.0188 20.2622
Si 6.4112 4.6118 13.223
Si -3.9422 -1.0995 22.9684
Si 11.415 15.1837 10.2933
Si 9.0389 -0.7975 14.4237
Si 20.5473 1.1848 17.9881
Si 15.7841 -8.3999 14.8116
Si 2.7306 8.9492 19.555
Si 8.2526 4.6991 15.6917
Si 11.4568 7.1349 14.719
Si 6.5226 7.577 13.0113
Si 4.6862 11.9823 10.4471
Si 0.0001 4.9094 21.8754
Si 9.4207 -8.8497 10.3911
Si 17.8228 -6.6467 18.4646
O 8.0672 0.0761 22.9585
O -3.4207 4.0409 16.9849
O 9.1329 1.7713 21.3055
O 15.0747 9.5153 20.0746
O 5.2699 6.0812 23.6878
O 1.8235 8.0685 14.8401
O 7.9212 2.218 10.9238
O 1.1155 6.264 19.0064
O 12.9042 -11.2816 15.7822
O 10.5631 0.5651 23.3894
O 3.6634 5.5514 19.225
O 6.1806 8.552 14.255
O 3.9205 8.9356 10.3542
O 2.9625 -0.8942 13.43
O 6.7992 4.4171 11.6667
O 12.3287 9.6368 24.3327
O 13.8082 3.3117 18.1521
O 0.0253 -4.4802 21.4244
O -0.3298 8.4057 19.6436
O 0.0703 -1.408 17.2063
O -0.3297 -3.2669 13.4661
O 11.1281 5.6713 10.9752
O 7.6792 14.5365 19.6951
O 13.5481 -5.3735 16.8775
O 5.3616 2.4971 10.5546
O 12.561 10.0862 19.1987
O -4.6036 8.2606 19.3836
O -1.0096 8.0474 11.0029
O 6.0563 -2.6699 11.6269
O 5.4004 3.6749 18.6161
O 9.0022 -1.2559 12.883
O 10.5595 18.1574 16.0698
O 14.4009 11.8725 11.4858
O -0.1467 1.1321 16.8653
O 6.2836 10.297 16.327
O 2.0175 8.0299 20.6994
O 14.8728 3.4484 15.7767
O 20.7248 4.2272 15.73
O 4.0694 -1.8581 15.6546
O 10.344 1.5357 11.6035
O 4.9003 -3.4642 21.5247
O 10.5541 10.5374 14.7728
O 8.1661 6.3053 15.7427
O 3.7219 3.4294 20.7362
O 5.6915 10.7955 10.8868
O 6.8304 5.8921 18.5995
O 16.2385 3.5239 13.6218
O 1.5187 7.7448 10.2946
O 2.856 3.1477 23.3006
O 14.9638 12.2983 14.0876
O 8.1006 -3.6653 12.8052
O 10.001 3.5383 9.9739
O 12.5049 12.247 13.1238
O 7.6164 15.2464 14.2627
O 13.9086 18.8576 18.2967
O 8.0365 11.359 14.7129
O 9.7236 4.2402 21.0792
O 8.4306 7.8321 17.7616
O 5.8646 6.1327 13.334
O 17.0088 1.8857 15.6623
O 10.8939 3.2302 13.6238
O 11.7551 5.5734 14.4743
O 1.3426 14.4083 15.9107
O 3.2154 5.5574 22.2667
O 12.2096 3.3119 11.3508
O 8.1425 1.0507 17.2628
O 9.7805 2.5096 18.8876
O 16.9252 -3.1872 16.8278

Results
free energy: -56397.154 eV
free energy less fixed offsets of O -447.96, Si -113.29 eV per atom: -3.974 eV
gap between the highest filled and lowest empty level on this k mesh: 1.201 eV

The program warned: the cutoff lies below the one the program advises for these potential files; the model core charge is not resolved on the grid; the forces do not sum to zero within the program's tolerance; the exchange-correlation potential is rough where the density is thin.
